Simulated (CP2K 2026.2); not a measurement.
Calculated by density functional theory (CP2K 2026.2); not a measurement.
Periodic cell of 504 atoms, Si360O144, from a study of silicon, its oxide and their interface. The atomic structure is a simulated model.
Doubt: the forces sum to 3.40 eV/angstrom along one axis rather than to zero, so they err by at least 0.0068 eV/angstrom per atom on average; the grid cutoff is modest.

Settings: functional PBE; method Gaussian and plane waves; basis set DZVP-MOLOPT-SR-GTH; pseudopotentials GTH-PBE; grid cutoff 350 Ry, relative cutoff 50 Ry; k points Gamma only; occupations fixed; spin none; net charge 0.

Cell vectors (angstrom)
a 16.32 0 0
b 0 16.32 0
c -0.1469 -4.9164 33.2207

Atoms and the computed forces on them: element, x, y, z (angstrom), force x, y, z (eV/angstrom)
Si 1.124 15.231 0.014 0.081 -0.208 0.76
Si 4.31 1.027 0.003 -0.073 0.201 0.723
Si 1.069 4.298 0.178 0.184 -0.053 0.717
Si 3.981 7.032 0.149 0.115 -0.258 0.725
Si 1.537 4.291 33.116 -0.347 0.292 0.695
Si 4.188 12.057 0.172 -0.097 0.193 0.799
Si 6.405 10.243 33.158 0.204 -0.092 0.812
Si 9.367 -3.172 33.112 0.082 -0.309 0.749
Si 7.199 3.827 0.111 -0.213 0 0.778
Si 9.799 6.464 0.077 -0.104 0.179 0.711
Si 6.467 9.857 0.065 0.251 -0.216 0.72
Si 9.58 7.114 33.144 -0.177 0.151 0.733
Si 12.353 9.799 33.182 -0.234 0.29 0.751
Si 15.28 1.202 0.042 -0.221 0.033 0.786
Si 12.2 4.439 0.225 -0.06 -0.212 0.693
Si 15.158 6.466 0.224 0.047 0.234 0.761
Si 11.786 9.683 0.151 0.203 0.032 0.666
Si 14.601 12.379 0.226 0.237 -0.076 0.799
Si 2.723 -0.028 1.381 -0.015 0.034 -0.033
Si 5.504 2.653 1.261 -0.058 0.015 -0.044
Si 2.749 5.439 1.361 0.019 -0.021 -0.021
Si 5.498 8.203 1.433 0.003 0.024 -0.053
Si 2.646 10.825 1.37 -0.012 -0.056 -0.013
Si 5.424 13.649 1.369 0.014 0.038 -0.036
Si 8.253 0.04 1.117 -0.026 0.021 -0.083
Si 10.971 2.798 1.391 -0.013 -0.019 -0.058
Si 8.271 5.372 1.472 -0.018 -0.001 -0.046
Si 10.712 8.145 1.487 -0.013 -0.045 -0.02
Si 8.13 10.946 1.316 0.026 -0.023 -0.04
Si 10.875 13.601 1.262 -0.005 -0.05 -0.075
Si 13.623 0.027 1.259 0.013 -0.015 -0.069
Si 16.309 2.72 1.501 0.022 0.021 -0.019
Si 13.64 5.486 1.672 0.02 0.028 0.012
Si 0.034 8.169 1.274 0.05 0.023 -0.061
Si 13.447 10.799 1.436 -0.023 -0.053 -0.045
Si 16.297 13.594 1.318 0.001 0.021 -0.064
Si 1.422 1.372 2.769 -0.003 0.004 0.013
Si 4.13 4.031 2.645 0.004 -0.015 0
Si 1.381 6.818 2.723 -0.03 0.007 0.017
Si 4.069 9.53 2.767 0.004 0.023 0.026
Si 1.317 12.231 2.693 0.008 0.012 0.006
Si 4.05 14.937 2.756 -0.013 -0.017 0.014
Si 6.876 1.318 2.633 0.038 0 0.02
Si 9.609 4.061 2.845 0.019 0.013 0.027
Si 6.849 6.785 2.726 0.003 -0.022 0.002
Si 9.37 9.534 2.776 -0.018 0.024 0.026
Si 6.813 12.307 2.711 -0.003 -0.01 0.03
Si 9.513 14.985 2.587 -0.021 -0.004 -0.017
Si 12.278 1.348 2.681 0.032 0.004 -0.012
Si 14.946 4.014 2.903 0.009 0.003 0.017
Si 12.213 6.9 2.85 -0.022 -0.001 0.014
Si 14.956 9.492 2.68 0.012 -0.017 -0.008
Si 12.154 12.247 2.746 0.013 0.019 0.047
Si 14.949 14.975 2.689 -0.01 -0.003 0.045
Si 0.008 -0.007 4.073 -0.013 -0.013 -0.031
Si 2.785 2.734 4.09 -0.011 -0.001 -0.002
Si 0.032 5.449 4.121 0.01 0.018 -0.042
Si 2.723 8.155 4.114 -0.005 -0.002 -0.022
Si 16.283 10.88 4.056 0.005 -0.013 -0.001
Si 2.694 13.563 4.083 0.013 -0.002 0.001
Si 5.476 -0.002 4.039 0.009 0.02 -0.041
Si 8.176 2.675 4.084 -0.006 0.018 -0.028
Si 5.453 5.412 4.038 -0.008 0.005 -0.016
Si 8.104 8.153 4.155 0.015 0.023 0.017
Si 5.443 10.923 4.073 -0.012 -0.02 -0.012
Si 8.183 13.655 4.043 -0.003 -0.008 -0.01
Si 10.878 -0.013 4.007 0.007 0 -0.014
Si 13.571 2.65 4.169 -0.016 0.017 0.009
Si 10.912 5.465 4.18 -0.01 -0.021 -0.005
Si 13.627 8.208 4.145 -0.01 0.012 -0.001
Si 10.806 10.883 4.096 0.005 -0.011 -0.024
Si 13.578 13.608 4.059 0.025 -0.016 -0.041
Si 1.358 -1.383 16.294 -0.008 0.006 0.012
Si 4.119 1.373 16.256 0.004 0.007 -0.005
Si 1.363 4.099 16.26 -0.002 -0.01 -0.002
Si 4.089 6.827 16.321 0.007 0.003 0.006
Si 1.348 9.484 16.304 -0.001 -0.009 0
Si 4.071 12.273 16.302 -0.011 0.019 0.01
Si 6.807 -1.355 16.333 -0.004 0.002 0.018
Si 9.52 1.381 16.311 0 0.001 0
Si 6.819 4.108 16.312 0.007 0.004 -0.001
Si 9.534 6.797 16.33 0.021 0.003 0.004
Si 6.82 9.546 16.313 0.001 0.012 0.012
Si 9.513 12.237 16.351 -0.004 0.002 0
Si 12.212 -1.388 16.299 -0.015 -0.012 0.012
Si 14.962 1.381 16.29 -0.012 0.011 -0.003
Si 12.237 4.054 16.322 0.005 -0.011 0
Si 14.958 6.811 16.31 0.016 -0.014 0.01
Si 12.228 9.496 16.371 -0.012 -0.002 0.007
Si 14.929 12.188 16.304 0.003 -0.02 0.006
Si 2.799 -0.031 17.58 -0.014 0.005 -0.013
Si 5.427 2.765 17.634 0.006 -0.043 0.02
Si 2.654 5.498 17.635 -0.008 -0.011 -0.002
Si 5.485 8.183 17.666 -0.011 0 0.025
Si 2.71 10.873 17.603 -0.008 -0.001 0.005
Si 5.434 13.61 17.697 -0.024 0.007 0.015
Si 8.154 0.047 17.672 0.005 0.02 0.027
Si 10.87 2.711 17.711 0.02 -0.003 0.005
Si 8.186 5.448 17.697 -0.044 -0.013 0.012
Si 10.873 8.121 17.74 -0.004 -0.017 0.045
Si 8.162 10.879 17.725 0.023 -0.015 0.023
Si 10.872 13.591 17.713 0.008 0.035 0.028
Si 13.539 0.036 17.595 0.018 0.023 -0.02
Si 0.071 2.702 17.626 -0.016 0.01 0.014
Si 13.625 5.412 17.638 0.007 0 0.013
Si -0.021 8.158 17.712 0.011 0.003 -0.002
Si 13.61 10.833 17.735 0.006 -0.012 0.018
Si -0.051 13.575 17.621 0.011 -0.001 0.033
Si 1.496 1.323 18.921 0.011 0.021 -0.05
Si 4.027 4.151 18.93 -0.006 -0.001 -0.023
Si 1.321 6.81 19.092 -0.009 -0.025 0.013
Si 4.106 9.571 18.967 0 0.033 -0.015
Si 1.288 12.164 18.945 -0.015 -0.033 -0.031
Si 4.096 -1.317 19.056 0.032 0.009 -0.003
Si 6.779 1.431 19.018 -0.008 -0.019 -0.037
Si 9.532 4.089 19.079 -0.004 0.005 0.01
Si 6.854 6.838 19.052 0.003 0.026 -0.031
Si 9.496 9.489 19.111 -0.01 0 -0.004
Si 6.771 12.242 19.066 0.01 -0.016 0.007
Si 9.514 -1.303 19.039 0.011 0.028 -0.028
Si 12.198 1.304 19.063 -0.009 -0.037 0.003
Si 15.03 4.068 18.957 0.031 0.005 -0.042
Si 12.271 6.71 19.048 0.013 -0.022 -0.042
Si 14.954 9.459 19.149 -0.022 0.019 0.012
Si 12.242 12.202 19.067 -0.012 0.028 -0.014
Si 14.902 -1.305 18.897 0.009 -0.004 -0.057
Si 0.109 -0.075 20.162 0.027 -0.031 0.02
Si 2.795 2.725 20.31 0.014 -0.038 0.035
Si -0.011 5.387 20.457 -0.02 0.023 0.056
Si 2.708 8.271 20.314 -0.017 0.013 0.048
Si -0.039 10.894 20.482 -0.001 0.004 0.07
Si 2.69 -2.803 20.215 0.052 -0.003 0.029
Si 5.446 0.094 20.437 -0.012 0.023 0.067
Si 8.095 2.816 20.423 -0.032 0.009 0.029
Si 5.324 5.558 20.265 -0.022 0.027 0.036
Si 8.177 8.127 20.559 0.02 -0.025 0.04
Si 5.448 10.855 20.444 0 -0.032 0.027
Si 8.099 -2.641 20.351 0.01 0 0.024
Si 10.817 0.024 20.535 -0.003 0.001 0.062
Si 13.7 2.64 20.244 -0.003 -0.012 0.046
Si 10.953 5.351 20.466 0.014 -0.002 0.055
Si 13.627 7.994 20.482 0.017 -0.006 0.045
Si 10.909 10.804 20.459 0.021 -0.036 0.025
Si 13.545 -2.585 20.307 -0.059 0.031 0.019
Si 1.141 -1.695 21.51 0.023 0.091 -0.646
Si 4.436 1.81 21.725 -0.105 -0.187 -0.768
Si 1.19 3.749 21.633 0.122 0.254 -0.715
Si 4.199 7.107 21.652 0.032 -0.073 -0.717
Si 1.656 9.814 21.731 -0.287 -0.123 -0.718
Si 3.831 12.073 21.632 0.251 0.054 -0.751
Si 6.998 -1.064 21.75 -0.128 -0.146 -0.8
Si 9.154 1.221 21.776 0.214 0.059 -0.764
Si 6.526 4.142 21.612 0.195 -0.017 -0.646
Si 9.882 6.981 21.799 -0.173 -0.063 -0.81
Si 6.502 9.246 21.852 0.168 0.136 -0.717
Si 9.604 12.401 21.569 -0.106 -0.175 -0.744
Si 11.883 -1.712 21.788 0.216 0.413 -0.731
Si 15.323 1.466 21.446 -0.181 -0.048 -0.666
Si 12.524 4.018 21.671 -0.212 0.017 -0.716
Si 14.649 6.326 21.872 0.221 0.185 -0.757
Si 12.105 9.192 21.771 0.011 0.187 -0.718
Si 15.087 12.613 21.59 0.061 -0.147 -0.63
Si 0.662 11.601 28.161 0.018 0.044 0.001
Si 12.077 10.359 30.065 0.03 -0.151 0.233
Si 7.707 11.268 23.891 -0.102 -0.028 -0.128
Si 11.541 -0.848 24.663 -0.045 -0.053 -0.083
Si 6.722 5.462 30.424 -0.06 -0.062 0.107
Si 11.676 5.777 27.829 -0.064 -0.037 0.141
Si 15.6 7.187 30.773 0.027 -0.036 -0.106
Si 11.051 -3.246 30.341 -0.019 0.118 0.294
Si 14.933 9.756 29.161 0.012 -0.13 -0.105
Si 4.411 3.975 28.926 -0.003 0.004 0.08
Si 13.43 11.093 23.81 -0.007 -0.062 -0.069
Si 14.64 12.185 26.121 -0.013 0.004 -0.036
Si 15.28 3.138 25.528 -0.066 0.125 0.142
Si 1.807 -0.955 24.306 0.043 0.024 -0.113
Si 1.703 4.389 30.027 -0.014 0.008 0.144
Si 2.09 8.327 31.231 0.008 0.129 0.111
Si 1.742 9.189 24.7 0.059 -0.034 -0.127
Si 6.938 7.368 26.26 0.114 -0.003 -0.01
Si 8.847 1.566 30.312 0.098 -0.076 0.087
Si 8.94 11.856 26.566 -0.078 -0.041 -0.128
Si 15.871 6.133 24.684 -0.023 0.02 -0.063
Si 2.085 7.242 28.585 0.04 -0.013 0.036
Si 13.953 -1.236 26.152 0.104 -0.085 0.041
Si 8.028 5.729 23.914 -0.134 0.001 -0.062
Si 7.667 8.32 30.949 0.104 -0.027 0.082
Si 5.135 0.238 31.436 -0.011 0.059 0.013
Si 6.754 0.66 25.962 -0.081 0.142 0.054
Si 12.242 3.286 26.319 0.026 -0.006 -0.028
Si 3.923 1.18 24.747 0.096 0.167 -0.144
Si 10.032 -0.733 28.932 0.022 0.078 0.035
Si 15.788 2.805 28.405 0.056 -0.069 0.051
Si 11.941 11.35 26.259 -0.057 -0.025 -0.099
Si 4.261 4.015 25.95 0.108 -0.161 -0.071
Si 2.466 5.508 23.85 -0.096 -0.115 -0.171
Si 3.383 -2.553 26.03 0.041 0.003 -0.071
Si 11.084 2.195 23.888 -0.034 -0.035 -0.182
Si 6.136 1.37 28.945 0.107 -0.086 0.011
Si 13.752 -1.847 31.14 0.007 0.059 0.064
Si 15.404 0.521 24.221 0.062 -0.041 -0.202
Si 5.489 -2.811 23.894 -0.007 -0.027 -0.039
Si 2.897 -1.839 31.435 -0.113 -0.101 0.097
Si 3.044 10.819 26.544 0.05 0.042 -0.088
Si 1.86 -1.851 28.572 -0.107 -0.005 -0.15
Si 8.905 -1.441 26.093 0.192 -0.049 0.042
Si 7.437 3.579 25.882 -0.172 0.004 -0.032
Si 13.189 3.009 31.356 -0.105 -0.017 0.129
Si 8.295 9.397 27.973 -0.022 0.009 0.119
Si 3.946 8.082 26.341 0.009 0.211 -0.067
Si 8.51 5.196 28.056 0.012 0.066 -0.164
Si 15.386 -0.347 28.828 0.098 0.012 0.05
Si 11.271 8.744 27.712 -0.039 0.139 0.08
Si 14.106 4.98 29.495 -0.094 0.102 -0.014
Si 11.477 1.781 29.028 -0.07 -0.032 0.076
Si 15.986 8.19 26.805 -0.063 0.029 -0.073
Si 1.352 14.945 5.434 -0.006 -0.007 -0.003
Si 4.128 1.354 5.428 0.008 0.012 0.002
Si 1.404 4.084 5.453 0.014 -0.005 -0.008
Si 4.095 6.774 5.431 0.006 -0.008 -0.004
Si 1.344 9.529 5.434 -0.011 0.02 -0.018
Si 4.074 12.244 5.449 0.008 0.005 0.004
Si 6.81 14.97 5.425 -0.002 0 0.008
Si 9.538 1.328 5.429 0.008 -0.014 -0.004
Si 6.811 4.063 5.421 0 0.011 -0.017
Si 9.511 6.814 5.491 0.014 0.017 -0.004
Si 6.756 9.541 5.467 -0.029 -0.023 0.002
Si 9.492 12.272 5.442 -0.018 -0.012 0
Si 12.224 14.964 5.415 -0.009 0.011 -0.015
Si 14.978 1.322 5.476 -0.001 -0.014 0.002
Si 12.249 4.065 5.503 0.009 0.002 0.003
Si 14.971 6.801 5.471 -0.001 -0.019 -0.006
Si 12.225 9.563 5.456 0.011 0.017 -0.002
Si 14.937 12.246 5.425 -0.002 0.003 -0.006
Si 2.734 -0.005 6.773 0.009 -0.009 -0.008
Si 5.459 2.719 6.804 -0.006 0.001 -0.002
Si 2.745 5.438 6.819 -0.005 0.001 -0.004
Si 5.421 8.153 6.809 -0.009 0.025 0.004
Si 2.711 10.879 6.799 0.015 -0.005 0.004
Si 5.443 13.611 6.789 -0.002 -0.009 0.001
Si 8.171 -0.009 6.799 -0.003 0.006 0.005
Si 10.868 2.699 6.818 -0.001 0.02 -0.001
Si 8.148 5.429 6.809 0.003 0 -0.002
Si 10.886 8.179 6.819 0 -0.018 -0.006
Si 8.142 10.898 6.803 -0.004 0.008 -0.004
Si 10.875 13.61 6.795 0.01 -0.01 0.003
Si 13.591 -0.024 6.808 0.019 0.001 0.001
Si 0.023 2.715 6.799 -0.014 0.008 -0.007
Si 13.62 5.433 6.831 0.001 -0.019 0.008
Si 0.003 8.172 6.814 0.004 -0.001 0.002
Si 13.587 10.907 6.813 -0.011 0.012 0.002
Si -0.01 13.592 6.795 -0.004 0.003 -0.006
Si 1.378 1.349 8.15 0.009 0.009 -0.007
Si 4.098 4.074 8.169 0 0.005 0.004
Si 1.37 6.805 8.162 0.008 -0.005 0
Si 4.065 9.517 8.165 -0.02 -0.026 0.002
Si 1.354 12.24 8.157 -0.005 0.005 0.004
Si 4.083 14.965 8.151 0.005 0.005 0.003
Si 6.816 1.359 8.159 0.011 0.015 0.007
Si 9.512 4.072 8.166 -0.005 -0.012 -0.003
Si 6.796 6.802 8.163 -0.004 -0.006 -0.005
Si 9.513 9.538 8.161 0.012 0.016 -0.005
Si 6.788 12.25 8.163 -0.01 -0.008 0.007
Si 9.522 14.957 8.165 -0.008 0 0.008
Si 12.244 1.349 8.167 -0.002 -0.004 0.003
Si 14.983 4.069 8.171 0.008 0.013 0.002
Si 12.243 6.801 8.167 0.002 0.006 -0.003
Si 14.952 9.532 8.16 -0.007 0 -0.002
Si 12.229 12.257 8.169 0.018 0.005 0.005
Si 14.953 14.944 8.165 -0.018 -0.015 0.006
Si 0.003 -0.006 9.509 -0.002 -0.001 -0.01
Si 2.729 2.714 9.515 -0.001 0 0.001
Si 0.013 5.441 9.521 -0.007 -0.009 0.002
Si 2.717 8.161 9.53 -0.002 0.013 0.008
Si -0.005 10.884 9.521 0.005 0.003 0.003
Si 2.72 13.602 9.51 0.004 -0.001 -0.005
Si 5.444 0.003 9.512 -0.01 -0.003 -0.006
Si 8.163 2.716 9.53 -0.007 0.009 0.004
Si 5.446 5.443 9.528 -0.004 0.002 0.007
Si 8.16 8.167 9.516 0.002 -0.011 -0.002
Si 5.435 10.88 9.517 0.002 0.006 -0.004
Si 8.157 13.6 9.521 0.005 -0.011 0.001
Si 10.883 -0.007 9.526 0 0.006 -0.001
Si 13.607 2.713 9.52 -0.001 0.001 -0.003
Si 10.876 5.439 9.517 0 -0.005 -0.001
Si 13.6 8.166 9.52 0.007 -0.001 0.005
Si 10.873 10.888 9.525 0 0.001 0.002
Si 13.594 13.598 9.533 0.001 0 0.007
Si 1.36 -1.364 10.875 0 -0.002 0.005
Si 4.089 1.361 10.876 -0.002 0.009 -0.001
Si 1.37 4.075 10.875 0.01 0.002 -0.002
Si 4.086 6.807 10.883 -0.005 -0.006 0.001
Si 1.353 9.522 10.88 -0.003 -0.011 0.003
Si 4.077 12.242 10.874 -0.008 -0.005 0.003
Si 6.8 -1.356 10.874 -0.003 0.008 -0.001
Si 9.528 1.358 10.881 0.008 -0.006 -0.002
Si 6.809 4.085 10.884 0.007 -0.006 0.001
Si 9.52 6.806 10.877 -0.004 0.005 -0.002
Si 6.802 9.526 10.88 -0.009 0.006 -0.002
Si 9.513 12.242 10.885 -0.005 0.004 0.002
Si 12.236 -1.366 10.893 0.012 -0.005 0
Si 14.964 1.35 10.878 0.004 0.003 0.004
Si 12.24 4.078 10.872 0.001 0.004 0
Si 14.963 6.802 10.871 -0.001 -0.001 -0.004
Si 12.235 9.519 10.878 0.003 -0.003 -0.004
Si 14.953 12.235 10.885 -0.01 0.002 -0.003
Si 2.722 0.003 12.228 0.006 0 -0.008
Si 5.451 2.722 12.234 -0.011 0.007 0.004
Si 2.728 5.439 12.23 -0.005 -0.002 0.002
Si 5.444 8.171 12.244 0.002 -0.007 0.003
Si 2.719 10.88 12.233 -0.002 0.006 -0.004
Si 5.443 13.6 12.231 0.003 -0.003 -0.009
Si 8.165 -0.002 12.232 -0.002 0.005 -0.002
Si 10.886 2.719 12.239 -0.005 0 0
Si 8.163 5.451 12.242 -0.002 -0.01 0.001
Si 10.88 8.161 12.244 0.007 0.002 0.005
Si 8.162 10.88 12.249 0.009 0.002 0.002
Si 10.871 13.594 12.25 -0.003 -0.003 0.004
Si 13.603 -0.009 12.243 -0.014 0 -0.001
Si 0 2.72 12.231 -0.003 -0.001 -0.001
Si 13.594 5.448 12.225 0.011 -0.002 -0.008
Si -0.005 8.16 12.236 -0.003 0.004 0.003
Si 13.59 10.874 12.241 0.009 0.001 0
Si -0.003 13.595 12.237 -0.003 -0.003 -0.002
Si 1.359 1.359 13.589 -0.01 0.014 0.006
Si 4.098 4.091 13.586 0.009 -0.011 -0.003
Si 1.365 6.799 13.581 0.015 -0.018 -0.006
Si 4.083 9.535 13.6 -0.012 0.003 0.005
Si 1.352 12.226 13.592 0.006 0.004 -0.002
Si 4.086 -1.354 13.583 -0.013 0.006 0
Si 6.82 1.367 13.587 0.014 -0.019 -0.005
Si 9.529 4.09 13.593 0.005 0.002 -0.008
Si 6.807 6.815 13.606 -0.006 0.006 -0.001
Si 9.529 9.523 13.611 -0.004 -0.006 -0.005
Si 6.803 12.248 13.6 -0.016 0.01 -0.003
Si 9.508 -1.364 13.603 0.002 0.007 -0.003
Si 12.239 1.35 13.597 0.018 0.001 0
Si 14.952 4.09 13.576 -0.023 0.014 -0.006
Si 12.239 6.797 13.603 -0.002 -0.003 -0.003
Si 14.945 9.509 13.596 -0.005 -0.002 -0.004
Si 12.222 12.221 13.605 0.006 -0.001 -0.005
Si 14.954 -1.377 13.604 0.018 -0.005 0.005
Si -0.003 -0.006 14.95 -0.008 0 0.009
Si 2.733 2.729 14.924 0 0.004 -0.001
Si -0.013 5.454 14.93 0 -0.002 -0.003
Si 2.726 8.156 14.941 -0.009 0.006 -0.001
Si -0.008 10.855 14.949 0.004 0.003 -0.003
Si 2.715 13.602 14.923 0.001 -0.015 -0.008
Si 5.471 -0.007 14.932 -0.008 0.02 -0.002
Si 8.168 2.739 14.949 -0.002 0 -0.005
Si 5.444 5.457 14.96 -0.006 -0.017 0.008
Si 8.175 8.166 14.969 -0.003 -0.001 -0.003
Si 5.443 10.9 14.962 0.006 0.001 0.001
Si 8.159 13.596 14.976 0.01 -0.001 0.003
Si 10.865 -0.003 14.954 0.004 -0.006 0
Si 13.599 2.728 14.935 0.017 0.01 -0.004
Si 10.886 5.433 14.967 -0.005 -0.005 -0.001
Si 13.583 8.165 14.97 0.012 -0.006 0.001
Si 10.879 10.87 14.997 0.005 0.012 0.007
Si 13.584 13.573 14.953 -0.009 -0.001 -0.003
O 2.044 -1.041 22.71 0.319 0.079 -0.115
O 13.008 9.739 23.034 0.102 -0.122 0.154
O 5.882 4.061 25.782 0.058 0.409 -0.129
O 7.623 -0.626 25.564 -0.188 -0.293 -0.471
O 3.822 1.358 23.149 -0.451 -0.338 0.076
O 15.223 6.772 23.337 -0.119 0.304 0.276
O 2.956 8.141 25.046 0.088 -0.454 -0.372
O 5.268 11.336 32.686 0.116 -0.14 -0.305
O 5.342 8.141 22.261 0.011 -0.041 0.213
O 9.67 1.988 23.129 -0.287 0.424 0.249
O 6.542 12.333 24.229 -0.275 -0.232 0.29
O 4.046 -0.832 31.93 -0.12 0.145 0.352
O 12.292 -1.438 23.345 0.626 0.167 0.39
O 5.176 2.602 28.622 -0.221 -0.077 -0.17
O 6.943 9.468 31.83 -0.237 0.203 -0.302
O 13.542 5.168 22.251 -0.06 0.031 0.263
O 4.635 1.656 32.02 -0.043 0.143 -0.482
O 12.006 3.716 32.18 -0.162 0.077 -0.167
O 4.344 12.87 22.95 -0.381 -0.017 0.096
O 6.971 5.152 22.824 -0.337 0.109 0.195
O 3.335 7.724 32.051 0.183 0.208 -0.309
O 16.11 0.459 32.89 -0.161 0.125 -0.558
O 13.46 8.64 32.929 0 -0.004 -0.067
O 3.357 -3.313 31.914 -0.324 -0.168 -0.303
O 11.926 10.242 31.672 -0.226 0.373 -0.226
O 5.518 2.971 22.174 -0.026 -0.001 0.18
O 5.108 5.991 32.953 0.171 0.118 -0.171
O 6.27 -1.655 23.082 0.004 0.423 0.55
O 10.658 5.931 32.741 -0.029 0.144 -0.401
O 7.216 8.827 26.906 -0.518 0.533 -0.192
O 13.594 10.565 29.548 0.141 0.558 -0.02
O 14.025 12.144 22.745 -0.394 0.15 0.136
O 9.442 -0.718 27.434 -0.016 0.173 -0.086
O 2.885 -1.686 27.318 0.086 0.572 0.172
O 2.368 10.638 25.078 -0.239 0.635 -0.266
O 10.75 -2.861 22.021 0.091 0.001 0.345
O 11.399 0.156 28.938 0.588 -0.313 -0.102
O 7.53 2.014 25.519 0.543 -0.2 -0.257
O 2.747 0.124 25.059 -0.026 -0.067 0.67
O -0.104 11.464 32.789 -0.018 0.066 -0.377
O 15.342 6.938 25.996 -0.32 -0.089 0.26
O 0.277 -0.523 24.47 -0.147 -0.291 0.33
O 12.254 4.858 26.651 0.324 0.307 -0.421
O 14.279 0.041 25.238 -0.486 0.282 0.146
O 2.142 -2.395 24.981 -0.352 -0.527 -0.046
O 11.889 2.398 27.612 -0.178 -0.326 -0.149
O 14.809 0.562 22.717 -0.515 -0.439 0.086
O 8.967 1.96 31.876 -0.41 0.362 -0.124
O 14.133 4.231 30.915 0.486 0.282 0.268
O 2.796 -1.664 29.859 0.328 0.06 -0.265
O 1.197 4.654 31.554 -0.153 0.379 -0.128
O 11.058 3.08 25.23 -0.505 0.218 0.259
O 11.954 9.795 26.701 0.309 -0.113 -0.06
O 0.459 9.001 25.658 -0.191 0.373 0.022
O 1.168 6.227 24.519 0.129 0.39 0.099
O 15.967 11.925 26.957 -0.009 -0.119 -0.196
O 8.155 -2.14 32.721 0.036 0.163 -0.552
O 5.356 0.59 25.175 -0.051 -0.13 -0.092
O 12.998 -0.879 32.187 0.243 0.366 -0.203
O 7.062 9.923 23.242 -0.168 -0.29 0.502
O 4.76 -2.2 25.218 0.113 0.347 0.23
O 10.264 -3.427 31.762 0.002 -0.164 -0.269
O 14.92 9.099 27.65 -0.367 -0.115 -0.182
O 9.684 8.743 27.477 -0.148 -0.213 -0.169
O 2.689 3.162 32.907 -0.031 -0.064 -0.357
O 14.452 -0.928 27.646 -0.307 -0.225 0.081
O 3.24 7.209 27.488 0.263 -0.327 0.184
O 3.697 2.544 25.573 -0.285 -0.037 0.363
O 11.868 7.301 27.372 0.33 0.051 -0.467
O 14.1 1.992 32.182 0.032 -0.185 -0.307
O 0.073 2.6 21.96 -0.041 0.138 0.548
O 8.082 3.798 27.353 0.116 -0.612 0.223
O 14.837 6.669 32.084 -0.256 -0.777 -0.012
O 16.173 10.787 29.286 0.283 0.147 0.588
O 13.697 2.877 25.757 -0.093 -0.135 0.054
O 1.235 -3.329 28.699 -0.1 0.029 0.604
O 16.192 2.892 26.848 0.634 0.125 -0.222
O 15.09 8.627 30.289 -0.296 -0.008 0.087
O 14.67 -2.926 31.92 -0.113 -0.237 -0.348
O 3.521 5.055 24.974 0.322 0.289 0.296
O 12.613 5.514 29.142 -0.13 0.285 0.458
O 12.05 2.995 22.854 0.197 -0.184 -0.086
O 4.131 9.641 26.797 0.479 0.04 0.582
O 6.677 7.056 30.74 -0.591 0.1 -0.192
O 14.653 -2.596 25.602 0.541 0.041 -0.28
O 15.851 2.027 24.525 0.547 0.237 -0.226
O 0.804 7.349 31.279 -0.08 -0.307 0.348
O 15.235 6.137 29.588 0.47 0.238 -0.387
O 8.505 10.987 25.263 0.007 -0.628 0.075
O 10.545 12 26.689 0.126 0.449 0.292
O 12.34 -1.325 25.998 -0.295 -0.116 0.522
O 12.574 2.191 30.125 0.21 -0.366 -0.253
O 2.512 8.367 29.679 0.208 0.3 -0.33
O 10.027 -1.387 24.915 -0.39 -0.284 -0.297
O 13.242 12.037 26.954 -0.114 0.238 0.668
O 9.038 -0.024 30.006 -0.131 -0.381 0.514
O 1.883 4.228 23.032 -0.09 -0.104 0.209
O 12.562 -2.677 30.435 0.045 -0.13 -0.252
O 6.842 4.573 31.78 0.132 -0.576 -0.393
O 14.714 -0.972 30.173 0.318 -0.021 0.293
O 6.548 -0.202 32.063 0.386 0.186 -0.279
O 10.015 2.332 29.477 -0.216 0.684 0.014
O 8.027 8.966 29.51 0.084 0.364 -0.114
O 6.549 0.66 27.566 0.05 -0.23 0.245
O 12.102 11.546 24.641 -0.34 0.403 -0.096
O 8.073 5.157 29.6 0.505 -0.336 0.168
O 3.176 3.72 29.94 0.236 -0.197 0.209
O 5.317 0.303 29.844 -0.338 -0.348 -0.303
O 10.912 0.568 32.886 -0.055 0.138 -0.538
O 0.689 7.669 27.925 -0.058 0.037 0.381
O 1.684 9.757 31.867 0.145 0.188 -0.535
O 7.386 1.966 29.778 -0.185 0.517 -0.075
O 0.613 -0.81 28.588 0.217 0.189 -0.215
O 0.646 3.377 29.341 -0.071 -0.03 -0.097
O 9.353 6.22 23.14 0.202 -0.213 0.377
O 5.335 7.329 26.066 -0.201 -0.239 -0.346
O 2.747 10.961 22.134 -0.02 0.034 0.435
O 7.62 6.329 27.301 -0.154 0.031 0.242
O 11.572 0.742 24.382 0.104 -0.084 0.269
O 1.892 10.686 27.669 0.184 -0.346 0.501
O 3.292 6.435 22.819 -0.034 -0.018 0.306
O 8.337 4.481 24.886 0.425 -0.27 0.194
O 8.408 -2.946 26.441 -0.564 0.007 0.204
O 11.518 9.061 29.286 -0.139 -0.327 0.357
O 8.794 11.852 22.86 0.259 -0.193 0.037
O 1.485 -1.416 32.09 -0.4 -0.443 -0.247
O 15.469 4.59 24.873 -0.241 -0.181 -0.223
O 5.407 5.075 29.568 -0.287 0.157 0.129
O 1.86 5.79 29.242 -0.188 0.054 -0.161
O 8.362 11.02 27.838 -0.016 0.175 0.646
O 7.506 6.997 24.781 0.079 0.355 -0.265
O -0.039 -2.69 22.125 0.172 0.081 0.61
O 14.599 11.051 24.944 0.488 -0.487 -0.092
O 10.103 5.466 28.051 -0.159 -0.131 -0.07
O 8.978 7.785 31.769 0.034 0.252 -0.479
O 11.166 11.624 29.645 -0.277 -0.126 -0.342
O 3.679 12.282 26.587 0.52 0.064 0.125
O 1.265 9.112 23.162 -0.404 -0.261 0.254
O 14.525 3.833 28.441 -0.461 0.046 -0.278
O 15.396 1.286 28.842 -0.074 -0.005 0.087
O 10.958 8.129 22.295 -0.087 0.025 0.559
O 8.097 0.054 22.246 -0.08 -0.158 0.316
O 3.879 4.423 27.465 -0.421 0.511 0.04
O 10.228 -2.261 29.375 -0.223 -0.202 -0.199

Results
total energy: -101655.053 eV
total energy less fixed offsets of O -438.35, Si -107.03 eV per atom: -1.853 eV
